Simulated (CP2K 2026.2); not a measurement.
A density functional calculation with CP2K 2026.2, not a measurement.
Periodic cell of 547 atoms, Si316O221N10, from a study of silicon, its oxide and their interface. The atomic structure is a simulated model.
Doubt: the forces sum to 4.64 eV/angstrom along one axis rather than to zero, so they err by at least 0.0085 eV/angstrom per atom on average; the grid cutoff is modest.

Settings: functional PBE; method Gaussian and plane waves; basis set DZVP-MOLOPT-SR-GTH; pseudopotentials GTH-PBE; grid cutoff 350 Ry, relative cutoff 50 Ry; k points Gamma only; occupations fixed; spin none; net charge 0.

Cell vectors (angstrom)
a	16.332	0	0
b	0	16.332	0
c	0	0	34.4034

Atoms and the computed forces on them: element, x, y, z (angstrom), force x, y, z (eV/angstrom)
Si	0.193	16.061	0.141	-0.172	0.118	0.802
Si	2.906	2.377	0.052	-0.107	0.108	0.786
Si	16.065	5.639	34.402	0.087	-0.175	0.784
Si	2.33	8.454	0.202	0.099	-0.115	0.763
Si	0.138	10.713	0.12	-0.194	0.123	0.724
Si	2.373	13.845	0.214	0.149	-0.078	0.801
Si	5.126	0.168	34.363	0.205	-0.141	0.788
Si	7.939	2.998	34.394	0.001	-0.227	0.747
Si	5.589	5.123	34.216	-0.183	0.206	0.715
Si	7.675	8.285	34.355	0.243	-0.012	0.689
Si	5.496	10.538	0.041	-0.028	0.228	0.734
Si	8.283	13.376	0.239	-0.192	0.037	0.783
Si	10.884	16.049	0.12	-0.017	0.203	0.723
Si	13.353	2.854	0.126	0.156	-0.127	0.776
Si	11.06	5.008	34.342	-0.083	0.349	0.769
Si	13.842	7.878	34.305	-0.159	0.145	0.746
Si	10.508	11.212	0.125	0.073	-0.215	0.821
Si	13.149	13.891	0.132	0.146	-0.066	0.78
Si	1.352	1.296	1.437	0.015	-0.03	-0.04
Si	4.054	4.032	1.254	-0.001	-0.025	-0.049
Si	1.244	6.783	1.394	-0.029	-0.005	-0.055
Si	3.991	9.485	1.474	0.004	0.005	-0.028
Si	1.247	12.259	1.484	0.014	0.007	-0.045
Si	4.018	14.997	1.408	-0.011	0.008	-0.054
Si	6.759	1.347	1.221	-0.029	0.003	-0.029
Si	9.464	4.08	1.389	-0.003	0.003	-0.058
Si	6.605	6.733	1.304	0.005	-0.023	-0.038
Si	9.377	9.454	1.206	-0.021	0.015	-0.062
Si	6.673	12.136	1.363	-0.015	-0.029	-0.04
Si	9.456	14.906	1.546	-0.005	-0.007	-0.04
Si	12.116	1.313	1.374	-0.009	-0.012	-0.023
Si	14.934	4.07	1.356	-0.023	0.008	-0.034
Si	12.183	6.744	1.153	0.015	-0.035	-0.07
Si	14.882	9.485	1.32	0.003	-0.017	-0.062
Si	12.107	12.278	1.476	-0.024	-0.011	-0.085
Si	14.852	14.962	1.376	0.009	-0.012	-0.041
Si	16.31	2.716	2.715	-0.011	-0.011	0
Si	2.702	16.321	2.833	0.008	0.011	0.034
Si	16.246	8.17	2.75	-0.012	0.015	0.036
Si	2.692	5.405	2.652	0.009	0.003	-0.009
Si	16.194	13.609	2.787	0.001	0.025	0.033
Si	2.689	10.929	2.785	-0.018	0.009	0.033
Si	5.432	2.711	2.661	-0.002	-0.004	0.035
Si	8.076	0.036	2.702	-0.008	0.009	0.01
Si	5.335	8.072	2.773	0.021	0.007	0.022
Si	8.101	5.493	2.676	-0.02	0.011	0.018
Si	5.388	13.586	2.698	-0.003	0.014	0.017
Si	8.087	10.797	2.711	0.021	0.008	0.037
Si	10.79	2.685	2.739	0.007	0.003	0.019
Si	13.546	0.02	2.753	0.012	0.004	0.025
Si	10.828	8.134	2.545	0.006	0.015	0.006
Si	13.533	5.448	2.659	0.004	0.014	0.034
Si	10.827	13.597	2.91	0.012	-0.017	0.038
Si	13.545	10.869	2.693	0.02	0.017	0.007
Si	1.353	4.069	4.067	0.007	-0.004	0.006
Si	4.088	1.387	4.103	0.01	-0.012	-0.014
Si	1.326	9.517	4.085	-0.002	-0.027	-0.016
Si	4.004	6.727	4.117	-0.004	-0.005	0.028
Si	1.295	14.954	4.127	0.005	-0.014	-0.019
Si	4.056	12.274	4.117	-0.008	-0.019	-0.006
Si	6.784	4.077	4.041	-0.004	-0.01	-0.024
Si	9.45	1.35	4.101	0.011	-0.013	0.007
Si	6.747	9.46	4.096	-0.012	0.002	-0.002
Si	9.495	6.833	4.011	0.006	-0.012	0.006
Si	6.758	14.964	4.045	-0.006	0.004	-0.014
Si	9.436	12.175	4.134	-0.012	-0.001	-0.007
Si	12.199	4.068	4.035	0.007	0.019	-0.018
Si	14.943	1.37	4.095	-0.012	-0.012	0.002
Si	12.173	9.483	3.997	0	-0.008	-0.002
Si	14.894	6.784	4.062	-0.002	0.004	-0.021
Si	12.233	14.984	4.17	-0.017	-0.021	0.001
Si	14.893	12.213	4.12	0.007	0	-0.003
Si	16.313	0.016	5.484	0.005	-0.008	0.004
Si	2.722	2.731	5.466	0.016	0	0.012
Si	16.304	5.449	5.409	-0.024	0.029	0.003
Si	2.682	8.151	5.448	-0.015	0.021	0.014
Si	16.318	10.881	5.442	0.011	-0.001	0.011
Si	2.697	13.617	5.469	-0.009	0.021	0.012
Si	5.449	0.005	5.431	0.012	-0.012	-0.006
Si	8.13	2.74	5.443	-0.003	0.01	0.014
Si	5.425	5.395	5.45	0.018	-0.001	0.006
Si	8.158	8.146	5.449	0.011	0	0.018
Si	5.419	10.889	5.442	-0.017	0.033	0.008
Si	8.11	13.619	5.442	-0.011	0.016	0.005
Si	10.837	0.019	5.469	0.01	0.007	0.015
Si	13.573	2.741	5.428	-0.017	0.02	0.002
Si	10.848	5.445	5.373	-0.001	0.004	0.006
Si	13.551	8.151	5.397	0.011	0.009	0.002
Si	10.866	10.838	5.437	0.017	-0.013	0.015
Si	13.596	13.604	5.505	0.013	-0.003	0.011
Si	1.379	1.362	6.843	-0.002	-0.008	0.018
Si	4.1	4.048	6.857	-0.01	0	0.005
Si	1.334	6.793	6.803	0.007	0.007	0.001
Si	4.059	9.531	6.796	0	-0.026	-0.003
Si	1.37	12.228	6.812	-0.009	-0.012	0.002
Si	4.098	14.986	6.785	-0.002	0.014	-0.004
Si	6.803	1.361	6.807	-0.002	-0.018	0.006
Si	9.52	4.098	6.775	0.011	0.012	0
Si	6.803	6.763	6.805	-0.01	-0.019	0.01
Si	9.529	9.497	6.822	0	0.014	0.013
Si	6.763	12.273	6.813	0.002	-0.009	-0.003
Si	9.475	14.989	6.815	0.003	-0.02	-0.001
Si	12.223	1.379	6.805	-0.008	-0.014	-0.007
Si	14.95	4.095	6.78	-0.013	-0.022	-0.006
Si	12.219	6.774	6.752	-0.007	0.003	-0.013
Si	14.959	9.491	6.747	-0.004	0.003	-0.01
Si	12.233	12.217	6.817	0	0.001	0.008
Si	14.98	14.973	6.857	0.001	-0.013	0.001
Si	16.322	2.76	8.147	0.001	0.019	0.006
Si	2.818	0.011	8.181	0.007	-0.028	-0.001
Si	16.331	8.185	8.152	-0.02	-0.011	-0.011
Si	2.721	5.44	8.157	0.011	-0.012	-0.002
Si	0.06	13.604	8.179	0.014	0.036	0.01
Si	2.742	10.903	8.203	0.012	0.018	0.007
Si	5.485	2.683	8.227	0.001	-0.012	0.002
Si	8.148	0.043	8.215	-0.007	0.012	-0.003
Si	5.443	8.172	8.125	0.003	0.018	-0.007
Si	8.186	5.417	8.186	0.013	0.003	0.01
Si	5.438	13.665	8.195	-0.012	0.013	-0.011
Si	8.168	10.922	8.123	0.004	0.011	0.009
Si	10.868	2.744	8.157	0.016	-0.001	-0.009
Si	13.607	0.041	8.178	-0.034	0.006	-0.008
Si	10.907	8.107	8.154	-0.002	0.001	0.01
Si	13.577	5.443	8.147	0.011	0.02	0.001
Si	10.876	13.64	8.127	0.001	0.006	0.012
Si	13.65	10.839	8.131	0.026	-0.003	-0.007
Si	1.372	4.08	9.527	0.02	0.017	-0.021
Si	4.173	1.318	9.633	0.004	-0.021	0.009
Si	1.364	9.546	9.547	-0.011	-0.041	0.019
Si	4.082	6.824	9.488	-0.009	0.012	-0.028
Si	1.508	14.936	9.504	0.012	-0.037	-0.024
Si	4.134	12.28	9.566	-0.02	0.011	0.01
Si	6.883	4.025	9.58	0.007	-0.023	-0.006
Si	9.51	1.434	9.569	0.01	0.014	0.007
Si	6.84	9.526	9.459	0.014	0.017	-0.022
Si	9.569	6.762	9.549	-0.019	-0.009	-0.019
Si	6.77	15.05	9.598	-0.001	0.011	0.018
Si	9.512	12.312	9.477	-0.021	0.048	-0.009
Si	12.235	4.065	9.533	-0.033	-0.017	0.012
Si	14.979	1.422	9.53	0	0.005	-0.008
Si	12.317	9.449	9.477	0.017	-0.048	0.009
Si	14.974	6.802	9.472	-0.01	-0.001	-0.004
Si	12.214	15.021	9.507	0.038	-0.007	-0.01
Si	15.035	12.194	9.482	-0.015	-0.031	-0.005
Si	0.153	0.046	10.704	0.017	0.032	-0.045
Si	2.759	2.71	10.864	-0.015	0.025	-0.002
Si	0.014	5.487	10.84	0.018	-0.025	-0.065
Si	2.735	8.173	10.883	0.012	-0.018	0.012
Si	0.05	10.911	10.971	0.001	0.066	0.03
Si	2.825	13.621	11.011	-0.011	0.026	0.024
Si	5.518	0.028	11.171	-0.013	0.005	0.02
Si	8.211	2.714	11.104	-0.005	0.013	0.055
Si	5.503	5.469	10.775	0.012	-0.008	-0.001
Si	8.225	8.201	10.82	-0.011	-0.011	-0.013
Si	5.582	10.931	10.842	0.04	-0.018	0.004
Si	8.209	13.736	10.876	0.036	-0.051	0.007
Si	10.901	0.119	10.9	0.033	-0.024	-0.045
Si	13.62	2.785	10.95	0.022	-0.007	0.023
Si	10.852	5.338	10.955	-0.05	0.017	-0.029
Si	13.67	8.098	10.914	0.021	0.033	0.049
Si	10.914	10.871	10.669	0.002	0.007	-0.001
Si	13.62	13.573	10.71	-0.02	0.087	0
Si	1.455	1.292	12.219	0.021	-0.032	-0.019
Si	4.135	4.148	12.105	-0.027	-0.041	-0.068
Si	1.303	6.845	12.248	-0.008	0.037	-0.029
Si	4.204	9.549	12.12	-0.032	0.031	-0.045
Si	1.471	12.261	12.391	-0.025	-0.036	0.004
Si	4.179	14.905	12.524	0.019	-0.023	0.002
Si	6.92	1.412	12.64	0.031	-0.055	-0.031
Si	9.524	4.097	12.551	-0.04	0.029	-0.046
Si	6.896	6.787	12.122	0.014	-0.004	-0.053
Si	9.657	9.563	12.106	0.01	0.008	-0.003
Si	7.023	12.255	12.218	0.009	0.056	-0.013
Si	9.48	15.198	12.271	-0.067	0.05	-0.01
Si	12.246	1.436	12.331	-0.037	-0.021	0.019
Si	15.044	4.171	12.263	0.058	0.052	-0.031
Si	12.33	6.61	12.209	-0.041	-0.044	-0.001
Si	14.984	9.531	12.292	-0.025	-0.071	0.015
Si	12.217	12.217	12.018	-0.039	0.01	-0.014
Si	15.132	14.934	11.851	0.068	-0.048	-0.068
Si	0.092	2.715	13.485	-0.017	0.054	-0.008
Si	2.746	0.029	13.81	0	-0.023	0.028
Si	0.053	8.233	13.743	-0.012	0.005	-0.024
Si	2.761	5.462	13.445	-0.002	0.008	0.029
Si	16.312	13.779	13.483	-0.032	0.069	0.058
Si	2.991	10.836	13.643	-0.034	0.038	0.049
Si	5.423	3.003	13.675	0.028	0.012	0.046
Si	8.414	0.035	14.128	0.058	0.037	0.104
Si	5.607	8.192	13.411	0.013	-0.067	-0.003
Si	8.036	5.576	13.788	-0.019	0.011	0.076
Si	5.729	13.465	13.746	0.019	0.053	0.083
Si	8.559	11.031	13.565	0.081	0.101	0.046
Si	10.988	2.786	13.968	0.035	-0.008	0.031
Si	13.859	16.261	13.183	0.036	0.044	-0.023
Si	10.911	8.024	13.341	0.021	-0.076	0.065
Si	13.697	5.424	13.768	0.014	-0.032	0.023
Si	10.921	13.714	13.259	0.033	0.001	0.044
Si	13.417	10.866	13.474	-0.029	-0.046	0.113
Si	1.685	3.845	14.776	0.013	-0.042	-0.654
Si	3.947	1.762	14.947	-0.054	-0.192	-0.571
Si	1.886	9.24	14.946	-0.181	0.075	-0.667
Si	4.058	6.967	14.676	0.088	-0.008	-0.487
Si	0.919	15.386	15.022	0.11	-0.075	-0.626
Si	4.819	11.646	14.972	-0.118	0.102	-0.739
Si	6.176	4.796	15.125	0.012	-0.022	-0.725
Si	9.905	1.539	15.745	0.189	-0.355	-0.659
Si	7.158	9.507	14.607	0.147	-0.088	-0.187
Si	9.411	7.137	14.899	-0.171	-0.189	-0.488
Si	7.27	14.545	15.22	0.21	0.036	-0.745
Si	9.808	12.696	15.015	-0.213	-0.178	-0.623
Si	12.81	3.68	15.263	-0.053	-0.007	-0.273
Si	15.045	1.261	14.67	-0.098	0.2	-0.277
Si	12.151	9.28	14.816	0.192	0.111	-0.575
Si	14.641	7.259	15.034	-0.099	0.106	-0.665
Si	12.623	14.737	14.383	0.148	-0.165	-0.465
Si	14.694	12.488	14.569	-0.149	0.114	-0.402
Si	0.566	13.895	17.56	-0.056	-0.086	-0.091
Si	9.441	9.418	16.573	0.065	-0.015	-0.288
Si	12.791	12.643	19.681	0.009	0.108	-0.399
Si	6.736	14.614	21.609	0.057	0.048	-0.188
Si	3.741	11.788	22.354	0.265	-0.099	-0.058
Si	12.066	0.217	21.108	0.003	-0.073	-0.296
Si	11.724	5.271	22.475	0.007	0.022	-0.066
Si	0.989	7.336	29.548	-0.097	-0.121	0.205
Si	6.442	14.489	32.374	-0.082	0.103	0.216
Si	12.094	9.833	19.169	-0.006	0.097	-0.078
Si	4.953	6.125	31.224	0.074	-0.109	0.199
Si	7.035	2.717	21.66	-0.157	-0.067	-0.042
Si	7.583	6.256	24.155	-0.044	0.05	-0.074
Si	15.018	9.434	23.404	-0.108	-0.035	-0.118
Si	4.031	13.753	20.259	0.076	0.086	-0.255
Si	14.278	14.351	21.784	0.007	-0.044	-0.105
Si	14.379	6.219	23.377	0.004	0.13	0.006
Si	8.335	1.272	28.022	-0.056	-0.057	0.164
Si	11.148	5.599	17.212	0.416	0.027	-0.278
Si	0.004	2.001	21.282	-0.071	-0.085	-0.125
Si	12.632	0.695	16.185	0.037	0.257	-0.218
Si	2.728	0.779	27.41	0.028	-0.021	0.159
Si	5.056	12.003	17.854	0.007	-0.101	-0.175
Si	10.125	11.829	19.516	-0.043	0.015	-0.237
Si	8.886	1.154	25.053	0.039	0.013	0.036
Si	13.629	4.052	18.091	-0.294	0.176	-0.381
Si	12.579	12.62	16.597	-0.063	0.315	-0.194
Si	9.524	10.191	22.199	0.115	0.196	-0.087
Si	4.431	9.931	26.315	0.037	-0.051	0.089
Si	15.671	10.788	26.183	0.059	-0.033	0.047
Si	14.319	15.876	30.163	0.054	-0.084	0.225
Si	12.35	15.414	25.802	0.027	0.082	0.106
Si	6.994	4.938	17.959	-0.141	0.039	0.021
Si	5.077	4.785	20.307	-0.04	0.041	-0.482
Si	9.211	3.273	18.021	0.066	-0.065	-0.109
Si	5.57	0.725	28.175	0.003	-0.022	0.104
Si	8.146	7.708	18.602	-0.076	0.052	-0.252
Si	4.6	15.565	25.824	0.095	0.087	0.077
Si	11.543	1.758	18.589	-0.108	0.02	-0.382
Si	0.205	11.013	16.771	-0.06	0.131	-0.027
Si	14.645	6.066	20.463	-0.018	-0.166	-0.305
Si	2.733	8.146	31.644	-0.053	-0.052	0.126
Si	1.924	5.411	18.633	-0.02	0.005	-0.105
Si	13.258	9.373	26.734	0.008	-0.168	-0.012
Si	10.401	2.523	29.78	0.028	-0.012	0.167
Si	1.863	7.122	24.05	0.017	-0.143	-0.19
Si	7.001	10.291	27.827	0.042	-0.055	0.163
Si	5.19	7.758	21.382	0.062	-0.128	-0.178
Si	8.217	7.557	21.555	-0.057	0.003	-0.233
Si	4.582	6.253	17.469	0.365	-0.308	-0.069
Si	15.363	1.887	27.027	-0.031	-0.014	0.164
Si	14.899	15.009	24.532	0.005	-0.053	0.011
Si	10.4	5.341	31.292	-0.069	-0.049	0.236
Si	13.913	9.678	16.954	0.188	-0.164	-0.383
Si	2.307	11.037	30.471	-0.064	-0.059	0.202
Si	11.871	7.083	20.049	-0.05	-0.068	-0.323
Si	3.839	0.133	19.463	0.044	0.064	-0.12
Si	10.923	13.043	24.901	0.046	-0.02	-0.035
Si	14.691	6.777	28.001	-0.057	0.222	0.15
Si	15.67	11.195	31.559	0.021	-0.009	0.192
Si	12.674	1.114	28.06	-0.045	0.04	0.223
Si	15.21	1.554	32.34	0.102	0	0.27
Si	13.432	13.205	31.57	-0.042	-0.092	0.123
Si	16.297	5.541	25.69	-0.008	-0.085	0.005
Si	6.242	0.629	23.665	-0.013	-0.032	-0.137
Si	15.242	1.731	23.974	0.067	0.021	0.015
Si	5.327	8.962	18.719	0.107	-0.026	-0.196
Si	8.624	8.598	26.039	-0.041	0.09	0.142
Si	9.13	3.833	23.698	-0.005	-0.002	-0.041
Si	1.878	9.857	27.864	0.037	0.077	0.191
Si	13.493	9.087	31.41	-0.005	0.12	0.311
Si	2.546	2.954	19.892	0.105	-0.099	-0.064
Si	5.59	0.115	17.114	0.08	-0.016	-0.197
Si	8.164	12.305	17.281	0.162	0.12	-0.351
Si	12.254	10.443	24.001	-0.061	-0.112	-0.07
Si	4.105	12.388	32.412	0.015	-0.049	0.239
Si	1.078	3.747	32.254	-0.007	-0.02	0.246
Si	12.471	6.778	29.712	-0.053	-0.008	0.173
Si	0.619	13.568	26.035	0.087	0.036	0.022
Si	8.788	9.963	30.087	0.085	0.037	0.304
Si	11.238	11.144	31.556	-0.024	0.057	0.103
Si	1.504	9.484	22.398	-0.152	0.069	-0.083
Si	13.501	2.813	21.936	0.19	-0.013	-0.101
Si	1.416	3.357	27.254	0.062	0.191	0.249
Si	10.703	15.533	23.46	0.08	0.066	-0.074
Si	1.206	6.915	21.101	-0.046	-0.169	-0.003
Si	7.33	16.15	30.264	0.158	-0.007	0.105
Si	9.267	1.218	32.227	0	-0.021	0.177
Si	6.749	0.458	19.795	-0.091	-0.069	-0.272
Si	4.735	7.563	24.263	0.054	0.047	0.047
Si	15.997	5.161	16.878	-0.146	-0.049	-0.268
Si	10.781	8.635	28.055	-0.003	-0.112	0.136
Si	14.098	14.772	17.872	-0.255	-0.293	-0.264
Si	8.204	11.505	25.463	-0.054	-0.067	0.018
Si	2.658	4.81	29.671	0.144	0.051	0.261
Si	6.916	11.873	22.859	-0.16	0.032	-0.179
Si	0.278	15.681	28.209	-0.056	0.086	0.184
Si	7.931	7.197	31.424	-0.133	-0.026	0.199
Si	16.1	15.457	19.989	0.098	-0.036	-0.35
Si	3.582	12.785	25.177	-0.058	-0.043	0.131
O	4.636	8.622	20.142	-0.574	0.095	0.195
O	14.634	12.293	30.989	0.09	0.112	-0.764
O	10.337	1.549	31.072	0.527	-0.361	-0.172
O	7.308	1.129	24.761	-0.147	-0.033	0.471
O	10.336	5.234	32.904	-0.382	0.111	-0.126
O	2.92	7.867	33.216	0.165	-0.398	-0.18
O	9.312	8.612	22.035	0.405	-0.342	0.086
O	1.784	4.282	30.922	-0.049	-0.13	-0.103
O	4.953	5.582	32.771	-0.518	0.182	-0.107
O	2.197	3.002	33.14	0.242	-0.168	-0.456
O	1.772	8.708	23.794	0.193	0.255	0.638
O	6.81	4.074	33.868	-0.027	0.14	-0.094
O	14.96	9.759	31.307	0.418	-0.15	-0.25
O	12.01	0.258	26.854	-0.646	0.013	-0.393
O	9.088	0.95	26.644	0.61	-0.391	0.122
O	11.22	7.303	28.84	-0.282	-0.17	-0.402
O	6.738	8.18	21.524	-0.135	0.292	-0.163
O	6.616	9.464	33.897	0.219	-0.165	-0.517
O	3.814	3.772	20.49	0.165	-0.182	0.218
O	15.53	9.857	24.878	0.328	-0.147	-0.035
O	13.905	14.952	25.818	0.21	-0.035	0.369
O	10.589	13.914	23.559	-0.229	-0.239	-0.457
O	13.292	16.312	29.016	-0.346	-0.194	-0.324
O	6.037	1.91	22.678	-0.478	0.14	0.254
O	5.401	13.294	32.212	0.125	-0.219	-0.226
O	11.512	6.384	18.606	-0.182	0.053	0.026
O	8.324	16.266	28.982	0.576	-0.642	-0.194
O	7.418	13.224	22.084	0.32	-0.057	0.099
O	4.012	1.286	33.915	-0.163	-0.068	-0.607
O	2.473	3.811	28.407	0.249	-0.096	-0.374
O	13.293	15.585	21.472	-0.057	0.055	0.258
O	5.612	15.858	27.068	0.394	-0.531	0.067
O	0.564	10.3	27.085	0.049	-0.107	0.071
O	1.278	9.612	34.111	0.035	-0.01	-0.16
O	7.089	14.698	30.908	0.03	-0.398	-0.537
O	15.173	6.449	16.353	-0.18	0.184	0.353
O	2.145	6.035	20.111	0.131	0.046	0.464
O	10.958	9.596	15.962	0.025	0.261	0.368
O	5.408	10.165	27.593	-0.233	0.053	0.443
O	2.965	8.044	15.336	0.117	-0.061	0.178
O	6.296	3.98	20.985	0.233	0.409	0.122
O	15.775	7.168	29.154	-0.284	-0.141	0.3
O	5.98	10.496	15.331	-0.12	-0.213	0.159
O	3.179	15.13	20.094	-0.671	-0.001	0.362
O	14.853	0.176	23.962	-0.077	-0.064	-0.12
O	11.761	0.434	19.518	-0.295	-0.547	-0.027
O	5.014	1.239	16.096	0.338	0.257	-0.006
O	11.22	12.92	19.998	-0.155	0.631	0.365
N	12.539	4.604	16.81	-0.083	0.199	0.171
O	4.473	13.129	18.838	-0.004	0.169	-0.103
O	8.674	10.834	16.78	-0.126	-0.108	-0.231
N	8.435	8.529	15.463	-0.139	-0.121	0.082
O	8.094	4.771	24.554	-0.334	-0.261	0.466
O	10.532	6.579	16.04	0.306	-0.07	0.05
O	4.934	6.175	21.132	-0.199	0.045	0.472
O	0.764	12.268	17.669	0.367	-0.258	0.356
O	5.98	6.515	24.246	-0.298	-0.241	0.147
O	6.79	1.732	27.786	0.018	0.441	-0.369
O	1.445	14.591	16.377	0.577	-0.04	0.068
O	11.198	6.264	21.284	-0.428	0.086	0.123
O	14.849	2.637	21.002	-0.047	0.185	-0.583
O	12.907	2.697	18.671	0.418	0.001	0.258
O	10.207	2.548	19.072	-0.173	0.03	0.887
O	16.067	6.838	20.417	0.002	0.222	-0.377
O	7.365	15.359	20.292	0.575	-0.228	-0.169
O	10.869	10.284	23.13	0.19	0.09	0.123
N	11.254	1.356	16.93	0.002	-0.002	0.215
O	3.413	12.771	23.581	-0.405	0.282	-0.287
O	8.243	7.358	25.112	0.258	-0.022	0.07
O	9.931	4.579	17.435	-0.145	0.138	0.061
O	3.363	6.749	24.554	0.056	-0.566	0.329
O	10.986	12.518	16.197	-0.194	-0.178	0.144
O	2.118	3.803	18.587	0.066	-0.116	-0.594
O	5.005	8.799	25.292	0.514	-0.032	-0.076
O	7.467	10.581	29.359	-0.314	0.233	0.087
O	8.853	2.305	16.747	-0.703	-0.045	0.234
O	13.829	2.083	27.473	-0.093	0.538	-0.196
O	0.444	4.981	33.093	-0.025	0.281	-0.193
O	8.226	8.692	30.898	0.07	0.086	-0.156
O	4.958	0.119	24.509	-0.551	0.051	-0.21
O	10.775	15.987	21.912	-0.343	-0.008	-0.02
O	6.947	8.793	18.75	0.302	0.261	0.147
O	12.077	9.547	27.805	0.081	0.326	0.078
O	13.748	13.149	20.858	0.318	-0.256	0.236
O	6.266	15.19	16.355	-0.078	-0.061	0.195
O	11.836	6.005	30.962	0.274	0.115	0.284
O	9.547	2.568	24.622	0.298	0.014	-0.001
O	14.168	4.968	19.339	0.129	-0.146	0.279
O	2.888	1.427	19.485	-0.239	0.012	-0.054
O	14.791	7.807	23.357	0.165	0.104	0.119
O	14.543	0.85	31.073	-0.188	0.257	-0.569
O	4.204	11.362	25.608	0.11	0.11	-0.026
O	5.876	0.285	29.71	-0.564	-0.088	0.238
O	11.465	8.664	20.094	-0.189	0.11	0.565
N	5.437	5.233	18.634	-0.039	-0.121	0.177
O	16.151	0.24	15.43	0.138	0.222	0.215
O	4.509	8.181	22.773	-0.326	0.214	0.144
O	13.56	16.084	17.103	0.062	0.106	0.261
O	12.028	15.968	24.301	0.318	0.497	-0.203
O	0.174	0.635	20.398	0.197	0.062	-0.316
O	6.617	12.342	17.649	0.135	0.09	-0.059
O	15.378	14.168	17.087	0.026	-0.011	-0.241
O	0.088	14.632	24.933	0.29	0.256	-0.132
O	3.116	15.998	26.306	-0.313	-0.335	-0.184
O	7.596	8.875	27.266	-0.361	-0.612	0.199
O	4.28	12.137	16.439	-0.697	0.448	0.138
O	1.516	8.639	28.811	0.264	0.157	-0.007
O	5.19	0.531	20.265	-0.088	0.018	0.695
O	1.673	8.467	21.139	0.415	0.323	-0.4
O	12.085	11.943	24.613	0.305	0.121	-0.009
O	14.666	15.431	19.227	-0.395	0.158	0.322
O	15.767	11.688	15.528	0.113	-0.122	-0.146
O	6.839	4.242	16.502	0.04	-0.319	0.243
O	4.641	11.047	33.15	-0.106	-0.206	-0.417
O	9.399	12.327	34.081	-0.009	0.047	-0.611
O	11.859	15.905	15.272	-0.725	0.14	0.11
O	9.475	16.25	24.21	-0.413	-0.232	-0.065
O	15.979	0.418	33.185	0.261	-0.004	-0.151
O	7.046	12.071	24.471	-0.263	0.4	0.335
O	4.832	7.851	17.656	0.004	0.117	-0.47
N	13.632	8.621	15.589	-0.041	-0.065	0.101
O	10.005	0.191	33.233	-0.031	-0.264	-0.356
O	15.821	14.662	21.368	0.451	-0.331	0.442
O	8.017	7.368	33.041	0.026	-0.225	-0.091
O	11.65	2.072	28.863	0.213	0.041	-0.044
O	13.421	7.917	30.328	0.603	-0.149	-0.16
O	9.78	9.503	28.928	0.106	0.371	-0.448
O	15.456	5.769	27.031	0.179	-0.28	-0.075
O	1.948	6.133	29.078	0.242	-0.045	-0.691
O	15.584	2.225	25.462	-0.04	0.159	-0.131
O	4.203	5.053	30.207	0.173	-0.456	-0.346
O	14.974	6.757	33.89	-0.022	-0.101	-0.419
O	14.757	5.48	21.975	0.236	-0.516	0.126
O	1.391	6.388	22.648	-0.222	-0.537	-0.013
O	8.363	3.25	22.398	0.127	-0.134	-0.372
O	12.545	9.416	25.256	-0.186	-0.307	-0.025
O	10.468	4.65	23.277	-0.017	0.262	0.364
O	8.582	7.104	20.042	0.441	-0.379	0.12
O	15.764	0.337	27.247	-0.396	-0.186	-0.193
O	1.418	10.049	16.303	0.413	-0.087	0.495
O	1.272	14.925	34.068	0.015	-0.041	-0.535
O	10.421	4.002	30.404	0.013	0.004	-0.24
O	4.28	16.025	17.965	-0.576	-0.502	-0.06
O	13.2	11.117	16.631	-0.138	-0.001	-0.253
O	3.01	9.393	26.831	-0.18	-0.521	-0.243
O	2.994	6.049	17.627	-0.466	0.002	-0.19
O	15.022	3.902	17.228	0.322	-0.437	-0.274
O	1.055	4.386	26.053	0.172	0.048	-0.362
O	12.251	3.939	34.004	0.018	-0.149	-0.55
O	7.896	3.859	18.759	-0.012	-0.365	0.469
O	2.079	2.025	26.619	0.002	0.01	-0.647
O	8.137	6.363	22.627	0.391	-0.299	-0.147
O	4.598	13.983	25.546	0.386	-0.322	0.01
O	12.752	6.051	23.488	-0.119	0.036	0.346
O	13.282	8.539	32.924	-0.505	-0.064	-0.002
O	6.765	15.686	22.812	0.29	-0.16	0.144
O	2.756	9.69	31.23	0.087	0.14	-0.018
O	3.281	12.565	21.014	-0.483	-0.132	-0.253
O	5.373	11.455	22.425	-0.02	-0.086	0.102
O	0.781	14.656	18.985	0.323	-0.144	0.452
N	13.617	1.995	15.516	-0.022	0.121	0.042
N	8.435	13.381	15.922	-0.022	-0.056	0.208
O	15.429	10.002	17.433	0.144	-0.247	0.625
O	0.797	4.654	15.867	-0.039	0.314	0.106
O	8.966	12.563	18.674	-0.196	0.56	0.254
O	5.251	14.169	21.209	-0.061	0.05	0.419
O	2.763	2.802	15.485	-0.071	0.051	0.365
O	0.43	5.729	18.166	-0.22	0.158	0.22
O	9.389	8.501	17.925	0.259	-0.066	0.285
N	13.405	13.463	15.325	0.025	0.069	0.097
O	12.579	4.118	21.722	0.023	-0.091	-0.293
O	6.504	6.562	30.931	0.037	-0.16	-0.289
O	2.681	10.573	22.352	0.04	-0.243	0.076
O	5.671	15.782	32.997	0.075	0.201	-0.37
O	16.237	2.705	31.88	-0.005	0.206	-0.285
N	13.033	13.403	18.107	-0.094	0.054	0.194
O	3.362	12.132	31.011	0.123	0.379	-0.493
O	8.787	2.503	33.086	0.054	0.204	-0.19
O	14.083	8.002	27.1	0.172	-0.079	-0.387
O	10.869	10.729	18.539	-0.006	-0.165	-0.338
O	13.602	10.209	23.087	0.037	0.199	-0.614
O	13.029	11.024	19.762	0.377	-0.072	0.49
O	0.12	1.842	22.893	0.487	0.152	0.254
O	11.43	14.095	26.035	-0.27	-0.083	0.686
O	15.917	12.339	25.873	-0.486	0.092	0.023
O	13.035	9.03	18.137	-0.235	-0.756	0.235
O	9.722	10.978	20.805	-0.417	-0.151	0.238
O	13.472	5.979	28.725	-0.138	-0.779	-0.168
O	1.253	2.944	20.867	-0.019	0.448	0.432
O	16.319	2.877	27.89	-0.126	0.335	0.303
O	4.072	1.312	28.152	-0.072	0.368	0.12
O	12.426	1.667	21.651	-0.373	0.303	0.399
N	4.984	5.947	15.792	-0.029	0.062	0.278
O	10.074	8.254	26.661	0.183	-0.385	-0.368
O	7.52	1.666	20.514	0.492	0.143	-0.062
O	6.726	0.632	18.174	0.453	0.162	-0.17
O	15.759	15.429	29.564	0.276	-0.487	0.293
O	15.916	11.384	33.151	-0.263	0.552	-0.112
O	8.628	9.956	25.151	0.098	-0.064	-0.592
O	14.015	2.657	23.463	-0.12	0.123	0.613
O	13.465	7.152	20.339	0.137	0.457	0.066
O	13.687	13.221	33.166	0.414	-0.414	0.01
O	7.927	0.68	31.503	-0.53	0.176	-0.106
O	16.244	9.902	22.418	-0.117	0.24	-0.236
O	12.272	10.053	30.971	-0.231	-0.261	-0.606
O	1.311	7.522	31.136	-0.546	-0.239	0.3
O	7.695	6.403	17.741	0.056	-0.019	-0.466
O	11.223	10.802	33.136	0.393	-0.326	-0.327
O	2.127	13.04	25.828	-0.01	-0.319	-0.038
O	0.519	14.256	27.495	0.002	-0.263	0.42
O	14.319	14.028	23.364	-0.394	-0.432	0.281
O	12.051	15.008	34.031	0.148	-0.017	-0.237
O	1.701	0.1	28.475	0.203	-0.236	0.367
O	14.261	10.619	26.954	-0.042	0.542	0.253
O	7.592	11.523	26.955	-0.102	0.561	0.12
O	15.193	5.38	24.505	-0.007	-0.565	-0.004
O	3.014	13.128	33.323	-0.18	-0.171	-0.34
O	11.94	12.595	31.279	-0.475	0.326	-0.119
O	9.554	12.368	25.396	-0.082	0.007	0.059
O	8.056	10.755	22.611	-0.055	-0.349	0.143
O	9.101	6.217	30.893	-0.064	-0.177	-0.76
O	2.44	11.01	28.859	0.395	0.422	-0.341
O	4.919	10.478	18.376	-0.102	-0.192	0.395
O	14.017	2.191	33.21	0.013	0.167	-0.43
O	4.045	7.447	31.014	0.192	0.34	-0.341
O	7.655	14.134	33.36	0.198	0	-0.071
O	13.603	14.682	30.971	-0.172	0.328	-0.126
O	0.86	6.806	25.26	-0.088	0.411	0.507
O	9.712	10.977	30.986	-0.45	0.273	-0.229
O	9.085	2.435	28.848	-0.214	0.57	-0.217
O	0.754	11.339	30.813	-0.012	0.008	-0.476

Results
total energy: -133405.964 eV
total energy less fixed offsets of N -271.95, O -438.35, Si -107.03 eV per atom: 10.366 eV
